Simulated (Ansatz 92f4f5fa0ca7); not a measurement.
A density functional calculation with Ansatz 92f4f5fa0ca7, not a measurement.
Periodic cell of 244 atoms, Si164O80, from a study of silicon, its oxide and their interface. The atomic structure is a simulated model.
Doubt: the cutoff is far below the 930 eV that the study's wrapper takes by default for these files, so forces and energies are approximate.

Settings
functional: PBE
potential files: Ansatz PAW
basis: plane waves
wave-function cutoff: 580 eV
density cutoff ratio: 5
exchange-correlation grid ratio: 1
k mesh: 1 x 1 x 1, Gamma-centred
self-consistency stop: 5e-08 eV per atom in the density residual
occupations: fixed
spin: none
net charge: 0

Cell vectors (angstrom)
a 10.938 0 0
b 0 10.938 0
c 0 0 37.3046

Atoms: element, x, y, z (angstrom)
Si 0 0 0.683
Si 5.469 0 0.683
Si 2.7345 2.7345 0.683
Si 8.2035 2.7345 0.683
Si 0 5.469 0.683
Si 5.469 5.469 0.683
Si 2.7345 8.2035 0.683
Si 8.2035 8.2035 0.683
Si 1.3673 1.3673 2.0503
Si 6.8362 1.3673 2.0503
Si 4.1018 4.1018 2.0503
Si 9.5708 4.1018 2.0503
Si 1.3673 6.8362 2.0503
Si 6.8362 6.8362 2.0503
Si 4.1018 9.5708 2.0503
Si 9.5708 9.5708 2.0503
Si 2.7345 0 35.2531
Si 8.2035 0 35.2531
Si 0 2.7345 35.2531
Si 5.469 2.7345 35.2531
Si 2.7345 5.469 35.2531
Si 8.2035 5.469 35.2531
Si 0 8.2035 35.2531
Si 5.469 8.2035 35.2531
Si 4.1018 1.3673 36.6203
Si 9.5708 1.3673 36.6203
Si 1.3673 4.1018 36.6203
Si 6.8362 4.1018 36.6203
Si 4.1018 6.8362 36.6203
Si 9.5708 6.8362 36.6203
Si 1.3673 9.5708 36.6203
Si 6.8362 9.5708 36.6203
Si -0.6279 0.2494 27.0042
Si 5.5925 -0.4189 27.5964
Si 1.2662 1.1777 28.274
Si 8.613 2.0119 27.2275
Si 0.9448 4.5873 25.6686
Si 5.2489 5.3408 27.1413
Si 2.8233 7.1022 26.1378
Si 7.2632 8.787 27.3044
Si 2.8425 2.3722 26.9757
Si 6.8761 1.2205 28.6955
Si 3.9985 3.9029 28.4664
Si 9.7625 3.9377 28.1149
Si 2.1927 7.5462 28.4001
Si 6.6877 6.7855 28.4197
Si 3.91 9.3052 28.8222
Si 9.3424 9.5403 28.3663
Si 2.6551 0.0106 29.8555
Si 8.2735 -0.0748 30.0096
Si 0.0993 2.7125 29.7019
Si 5.5152 2.7356 29.8424
Si 2.7977 5.5558 29.7242
Si 8.3418 5.4422 29.5124
Si 0.1032 8.263 29.5431
Si 5.492 8.0836 30.0254
Si 4.1075 1.3732 31.1662
Si 9.6659 1.3967 31.1831
Si 1.4014 4.1557 31.0721
Si 6.9588 4.1419 31.0667
Si 4.1248 6.7235 31.2973
Si 9.6855 6.8142 30.9517
Si 1.2982 9.5693 31.1664
Si 6.8698 9.5137 31.2923
Si 0.0231 0.015 32.5768
Si 5.4436 -0.0265 32.5536
Si 2.7591 2.7845 32.4916
Si 8.232 2.738 32.4951
Si -0.0074 5.4529 32.4567
Si 5.5718 5.4123 32.5602
Si 2.6927 8.1666 32.517
Si 8.3102 8.127 32.4899
Si 1.4028 1.4028 33.8876
Si 6.8354 1.373 33.8717
Si 4.1314 4.0976 33.8966
Si 9.569 4.1065 33.8738
Si 1.3352 6.8111 33.8786
Si 6.8864 6.8397 33.8911
Si 4.0659 9.5422 33.8901
Si 9.5779 9.5642 33.8926
Si 2.7299 0.0009 3.4074
Si 8.1985 0.0042 3.4228
Si 0.0003 2.7388 3.4154
Si 5.4629 2.736 3.4159
Si 2.7287 5.4704 3.4268
Si 8.1957 5.4716 3.4009
Si -0.0053 8.2064 3.4177
Si 5.4558 8.2018 3.4161
Si 4.0936 1.3606 4.7743
Si 9.5732 1.3782 4.7812
Si 1.3352 4.1232 4.7952
Si 6.7825 4.1636 4.7637
Si 4.0977 6.8372 4.7959
Si 9.5645 6.82 4.7671
Si 1.3431 9.6041 4.774
Si 6.781 9.6068 4.776
Si 0.0006 0.0255 6.1869
Si 5.4241 0.0214 6.2074
Si 2.7237 2.7366 6.1031
Si 8.1835 2.8081 6.046
Si -0.0259 5.4863 6.2026
Si 5.4301 5.484 6.2267
Si 2.7192 8.2341 6.1022
Si 8.1389 8.1827 6.0486
Si 1.4093 1.4295 7.5487
Si 6.8265 1.5205 7.4351
Si 4.0129 4.0667 7.5558
Si 9.468 4.111 7.5253
Si 1.391 6.9016 7.5108
Si 6.8213 6.9157 7.5459
Si 4.0149 9.5487 7.5689
Si 9.4832 9.5171 7.3982
Si 2.6999 0.0107 8.9942
Si 8.161 0.0526 8.6616
Si -0.041 2.7802 8.8692
Si 5.4535 2.7746 8.9462
Si 2.6611 5.4716 8.9381
Si 8.1379 5.5249 8.9425
Si -0.079 8.2185 8.8229
Si 5.3996 8.2045 8.9697
Si 4.591 0.9143 10.1811
Si 10.0008 0.8577 9.9335
Si 0.716 4.6881 10.1197
Si 6.3221 4.6318 10.2165
Si 4.4684 6.3366 10.2233
Si 9.9834 6.4483 10.1636
Si 0.7547 10.0199 10.0945
Si 6.3885 10.1447 9.9682
O 7.2058 -1.0132 11.4031
O 4.3162 1.3263 11.785
O -1.3766 1.1761 11.4826
O 0.7851 9.4804 11.6841
O 9.8164 17.7441 11.7857
O 3.9131 6.5932 11.8138
O 6.8438 4.2655 11.7658
O 0.7932 4.5535 11.772
O 7.9927 2.3813 25.7362
O 5.4824 1.952 25.0173
O 1.6935 6.0537 25.5079
O -3.0852 6.5386 24.2704
O 7.0532 8.6044 25.6632
O 3.1432 -2.4382 25.2709
O 4.2696 6.2919 26.1927
O 6.1747 4.3147 26.2375
Si 9.7893 4.8938 17.7769
Si 4.5409 11.9427 15.5088
Si 3.9056 -1.1562 24.4964
Si 3.1592 12.3178 12.9334
Si 15.8873 6.8903 13.0462
Si 12.4405 10.2621 22.8486
Si 4.5392 11.7601 25.8648
Si 12.0107 -0.8724 13.1849
Si -1.7621 7.03 13.2692
Si 15.939 -0.1153 20.019
Si 8.6045 7.3977 18.8035
Si -0.8448 11.8754 22.4704
Si 8.0614 13.2751 17.682
Si 7.7149 5.2522 23.2626
Si 6.133 9.2259 22.3221
Si 15.8862 2.217 18.2323
Si 0.5426 3.6967 19.9727
Si 12.0971 4.9957 15.8216
Si 4.088 6.8264 19.3299
Si 10.2515 10.0756 24.826
Si 13.3797 8.989 20.2986
Si 6.5335 -4.3887 20.8182
Si 7.9891 8.1612 24.4157
Si -1.1242 1.3078 13.0671
Si 6.6307 3.1151 25.2236
Si 7.0266 8.9791 12.6897
Si 11.8575 3.5457 13.0306
Si 11.0403 9.1411 18.3117
Si 6.931 4.7568 13.326
Si 10.4338 3.975 22.8185
Si 11.4111 18.8194 15.3593
Si 7.4815 1.9856 14.8301
Si 2.8767 15.2812 18.2646
Si 16.0499 9.1826 14.9122
Si 16.8794 8.8218 17.8597
Si 9.9386 11.8164 19.5197
O 19.5142 12.1235 18.6963
O 16.9151 -2.0784 16.2422
O 6.1297 12.1259 15.2296
O 9.5188 11.3292 21.0326
O 9.202 5.0186 22.6505
O 3.0127 -0.4085 23.3336
O 8.4573 8.5026 13.2724
O -1.8918 6.331 17.6588
O 11.6869 -1.2806 24.1637
O 2.4988 10.839 13.0632
O 15.7818 1.4751 19.6858
O -0.1632 26.4762 26.9082
O 13.0089 14.5084 19.4502
O 16.2778 5.9407 19.892
O 8.0062 6.626 20.1128
O 23.4578 8.8321 18.9206
O 10.7994 13.1854 19.6953
O 3.7427 1.8656 14.3778
O 6.6512 5.5975 22.0999
O 2.0493 3.3946 25.9098
O 5.7209 10.2194 18.6699
O 10.813 0.147 13.6349
O 10.7615 10.7255 18.627
O 12.3053 4.4067 14.3248
O 12.3949 9.2346 21.5786
O 13.1528 15.1563 16.7859
O -5.4182 5.5122 13.7149
O 6.4753 13.3631 17.8097
O -1.1747 2.4929 22.7447
O 8.455 12.9629 16.1377
O 0.5168 4.1209 21.5491
O 5.0965 9.1173 23.5743
O 15.294 14.6508 18.2884
O 15.0286 -0.5632 15.3225
O 6.2062 7.6219 12.272
O 2.9872 5.9206 18.5845
O 12.9564 2.4543 12.5254
O 9.4738 11.0373 23.7289
O 10.7774 4.8805 19.0826
O 9.49 -2.3215 24.8778
O 8.3349 1.1678 13.72
O 9.9128 8.2984 19.151
O 7.102 3.4782 14.3038
O 8.1774 5.7792 13.5842
O 21.3929 2.7821 13.3866
O 6.1534 -1.1747 13.802
O 7.589 8.9782 23.0443
O 10.2061 7.1478 14.5245
O 10.9961 8.741 16.7119
O 8.6641 3.7803 18.0673
O 3.4926 10.2302 20.1934
O 12.1478 8.8956 14.3084
O 12.3585 6.6205 15.8226
O 10.5993 4.6397 16.3876
O 5.8826 10.5728 21.4004
O 11.1691 4.2501 24.2404
O 3.2819 7.6097 20.5183
O 15.6341 7.8564 18.2333
O 15.0952 12.3609 17.0317
O 7.0759 3.889 23.8707
O 5.9984 8.0358 21.2195
O 11.7262 11.6736 22.443
O 4.378 7.8692 14.2369
O 7.4276 8.3345 18.2389

Results
free energy: -149752.599 eV
free energy less fixed offsets of O -568.88, Si -635.61 eV per atom: -2.159 eV

Forces (eV/angstrom), in the order of the atoms: element, x, y, z
Si -0.0212 0.0043 0.0071
Si -0.0123 0.0003 0.0301
Si -0.0189 0.0141 -0.0296
Si -0.0144 0.0011 -0.027
Si 0.0014 0.0524 0.004
Si -0.0119 -0.0013 0.0108
Si 0.0258 0.0673 -0.0232
Si -0.026 -0.0004 -0.0315
Si 0.0118 0.0763 -0.0596
Si 0.0495 0.0594 0.0026
Si -0.1088 -0.0201 0.0164
Si -0.053 -0.0824 -0.065
Si 0.024 0.0287 0.0246
Si -0.0081 0.165 -0.0765
Si -0.064 -0.0567 -0.0586
Si -0.1096 0.0061 0.0143
Si 0.0331 0.0786 0.0522
Si -0.0968 -0.0377 -0.1024
Si 0.0245 0.1029 -0.0683
Si 0.0623 -0.1395 0.1254
Si 0.0275 0.013 -0.1117
Si 0.1319 -0.0744 0.156
Si 0.0131 -0.0619 0.0692
Si 0.1039 -0.0312 -0.1254
Si 0.0826 -0.072 0.0178
Si 0.0062 -0.0172 -0.0234
Si 0.018 -0.0429 0.0116
Si 0.0242 -0.0214 0.0014
Si 0.0094 -0.0332 -0.0083
Si -0.0008 -0.0051 0.0207
Si -0.0195 -0.0113 -0.012
Si -0.0286 0.0591 0.0076
Si 0.0094 0.0144 0.0004
Si -0.0092 -0.0049 0.0145
Si 0.0018 -0.0087 0.0023
Si -0.0101 -0.0085 -0.0205
Si -0.0015 -0.0105 -0.0353
Si 0.0205 -0.0186 0.0048
Si -0.003 -0.013 0.037
Si -0.0079 0.0142 -0.0274
Si -0.0114 0.0067 0.0155
Si 0.007 -0.0044 0.0068
Si 0.0304 0.0065 -0.0042
Si 0.012 0.0105 -0.0005
Si -0.0242 -0.0067 0.0002
Si 0.0003 -0.023 -0.0035
Si 0.003 0.0103 0.0099
Si 0.0104 0.0003 0.0056
Si 0 -0.0148 0.0054
Si -0.0042 0.0041 0.0108
Si 0.0024 -0.0128 -0.0078
Si -0.0073 0.0056 0.0117
Si -0.0127 0.0026 -0.0122
Si -0.0145 0.0101 0.003
Si -0.0005 0.0086 -0.0168
Si -0.0097 0.0094 0.0236
Si 0.001 0.0022 -0.0015
Si 0.0021 0.0023 0.0016
Si -0.0022 0.0022 0.0104
Si -0.0056 -0.0077 0.0015
Si 0.0084 0.0086 0.0099
Si 0.0016 -0.0104 0
Si 0.0122 0.0109 -0.0006
Si -0.0073 0.0072 0.0024
Si -0.0012 0.0003 -0.006
Si 0.0029 -0.0049 0.0033
Si 0.0036 0.0076 -0.0013
Si 0.0037 -0.0002 -0.0089
Si 0.0025 0.0011 0.0096
Si 0.0001 -0.0019 0.0021
Si 0.0009 -0.0056 0.0005
Si -0.0042 0.0057 0.0009
Si -0.0057 -0.0106 0.0006
Si 0.0034 0.0068 -0.0001
Si 0.0052 -0.0116 0.001
Si -0.0033 0.0015 -0.0024
Si 0.0074 0.0042 0.0046
Si -0.0046 -0.0014 0.0006
Si 0.0045 0.0009 -0.0013
Si -0.0061 0.0046 0.0001
Si -0.0002 0.0019 0.0019
Si 0.0003 -0.0023 0.0042
Si 0.0006 -0.0014 0.0026
Si 0.0013 -0.0025 0.0006
Si 0.0002 -0.0002 0.0026
Si 0.0006 0.0015 0
Si -0.0022 -0.001 0.0018
Si 0.0004 0.0012 0.0028
Si 0.0059 -0.006 -0.0016
Si -0.0002 0.0002 -0.0003
Si -0.0065 0.0003 0.0014
Si -0.0025 0.0025 -0.0012
Si 0.0014 -0.0029 0.0016
Si 0.001 -0.0001 -0.0003
Si -0.0035 0.0043 0.0033
Si 0 0.0007 -0.0009
Si -0.0029 -0.0025 0.008
Si 0.0015 0.0023 0.0097
Si 0.0033 0.004 -0.0138
Si -0.0007 -0.0055 -0.0132
Si 0.001 -0.0007 0.0124
Si -0.0002 0.0006 0.0117
Si 0.005 0.0029 -0.0139
Si -0.0029 -0.0008 -0.015
Si -0.0037 -0.0039 0.0042
Si -0.0031 0.0043 0.0073
Si 0.0013 0.0053 0.0125
Si -0.0025 0.0051 -0.0005
Si -0.0049 -0.0057 0.0085
Si 0.0002 -0.002 0.0004
Si -0.0015 -0.0005 0.0008
Si 0.0032 0.0006 0.0037
Si -0.0056 0.0013 -0.017
Si 0.0045 0.0001 -0.0102
Si 0.0002 -0.0035 -0.0231
Si 0.0008 0.0055 -0.0137
Si -0.0109 -0.0037 -0.0136
Si -0.0056 -0.0081 -0.027
Si 0.0008 0.0014 -0.0182
Si 0.0014 -0.0003 -0.017
Si -0.0376 0.0272 0.0398
Si -0.0238 0.0296 -0.0036
Si 0.0569 -0.0567 0.0436
Si 0.0286 -0.0332 0.0122
Si -0.0415 0.0276 0.0342
Si -0.0547 0.0605 0.0542
Si 0.0341 -0.0388 0.0313
Si 0.032 -0.0275 0.012
O -0.0169 -0.0045 -0.0007
O 0.0135 -0.005 -0.0294
O -0.0129 0.0167 -0.0042
O 0.0012 -0.011 -0.0449
O 0.0187 -0.0126 -0.0407
O -0.0019 -0.01 -0.0631
O -0.0017 0.001 -0.0305
O -0.0014 0.0081 -0.015
O 0.0179 -0.0102 0.014
O 0.0044 0.0096 0.0041
O 0.0027 0.0057 -0.0005
O 0.002 -0.0038 0.0045
O 0.0129 -0.014 0.0135
O 0.0065 -0.0022 -0.0083
O -0.0224 0.0281 -0.0253
O -0.0097 0.0058 0.0131
Si -0.0034 0.0042 0.0034
Si -0.0025 0.0013 -0.0045
Si 0.0087 0.0081 -0.0194
Si -0.0141 0.0043 0.0279
Si 0.0093 0.0096 0.0543
Si -0.022 0.0044 -0.0256
Si 0.0041 -0.034 0.0099
Si 0.0003 0.0174 0.0221
Si 0.0052 -0.0001 0.0386
Si -0.0045 0.0074 -0.0082
Si 0.0116 0.0017 -0.0005
Si 0.0014 -0.0021 -0.0176
Si -0.0005 0.0026 0.0057
Si -0.0034 -0.0045 -0.011
Si 0.0103 0.0011 -0.0264
Si -0.0022 0.0077 0.0099
Si 0.005 -0.0013 -0.0093
Si -0.0023 -0.0046 0.0031
Si -0.0015 -0.0069 -0.0032
Si -0.0141 -0.0038 -0.0245
Si 0.0063 0.0013 -0.0103
Si -0.0091 -0.0117 -0.0139
Si -0.0026 -0.0022 -0.0021
Si 0.0028 0.0019 0.035
Si 0.0064 0.0179 -0.0196
Si -0.0034 0.0223 0.042
Si -0.0078 -0.0081 0.0196
Si -0.0021 0.0005 0.0132
Si -0.0049 -0.0094 0.0308
Si 0 0.0096 -0.0055
Si -0.003 -0.0095 0.0068
Si 0.0065 0.0004 0.0037
Si 0.0023 0.0073 0.0053
Si 0.008 0.0019 0.0252
Si -0.0071 -0.0018 0.0033
Si -0.0026 0.0013 -0.0051
O 0.003 0.0006 0.0001
O -0.0214 0.0058 -0.03
O -0.0014 0.0001 0.0013
O 0.0005 0.0003 0.0055
O 0.0023 -0.0078 0.0076
O 0.0004 -0.0023 0.0069
O -0.0051 -0.0039 -0.0089
O 0.0019 -0.0056 -0.0006
O 0.0083 -0.0014 0.0125
O 0.0047 -0.0008 -0.0003
O 0.0001 -0.0035 0
O -0.0267 0.0009 0.0362
O -0.0048 0.0017 0.0005
O 0.0091 0.0024 0.008
O -0.0041 -0.0035 0.0108
O -0.0053 0 -0.0016
O -0.0044 -0.0043 0.0035
O 0.0052 -0.0059 -0.0002
O 0.0098 -0.0001 0.0093
O 0.0143 -0.0053 0.0039
O -0.0049 0.001 0.0008
O -0.0122 0.0095 -0.0036
O -0.0018 -0.0019 0.0002
O -0.0043 -0.0062 -0.0143
O -0.0017 -0.0018 0.0145
O 0.0027 0.0008 0.0036
O -0.0053 0.0002 -0.0027
O 0.0009 -0.0045 -0.0055
O -0.002 -0.0002 0.01
O -0.0061 0.0004 0.0005
O -0.0027 0.0043 0.0206
O -0.0161 0.0032 0.0198
O 0 -0.003 -0.0016
O 0.0031 -0.006 0.0003
O -0.0036 -0.0023 -0.0119
O -0.0049 -0.0116 -0.0015
O 0.0036 0.002 -0.0052
O -0.0002 -0.0078 0.0224
O 0.0006 0.0014 0.0026
O 0.0073 0.015 0.0039
O 0.0036 0.0043 0.0006
O -0.0014 -0.0001 -0.0028
O 0 0.0096 -0.0071
O 0.0053 0.0036 0.0017
O 0.0034 0.0025 -0.006
O 0.0224 -0.0172 -0.0317
O -0.0051 0.0055 -0.0006
O -0.0087 0.0036 -0.0117
O -0.0007 -0.0001 -0.0018
O -0.0001 -0.0048 0.0009
O -0.0038 -0.0051 0.0053
O 0.0095 -0.0048 0.0056
O -0.0009 0.0018 0.0016
O 0.0001 0.0011 -0.0019
O 0.0023 -0.008 0.0164
O 0.0054 0.012 0.0106
O -0.001 0.0045 0.003
O 0.0013 0.004 0.0024
O 0.0023 -0.0029 -0.0014
O 0.0009 -0.0007 0.0119
O 0.0027 0.013 0.0178
O 0.0034 -0.0017 0.007
O 0.002 -0.0006 0.0012
O 0.0062 -0.0001 0.0004

The program warned: the cutoff lies below the one the program advises for these potential files; the exchange-correlation potential is rough where the density is thin.
